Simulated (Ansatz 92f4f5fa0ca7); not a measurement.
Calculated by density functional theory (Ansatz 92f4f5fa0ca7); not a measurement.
Periodic cell of 252 atoms, Si144O100N8, from a study of silicon, its oxide and their interface. The atomic structure is a simulated model.

Settings
functional: r2SCAN
potential files: Ansatz PAW
basis: plane waves
wave-function cutoff: 800 eV
density cutoff ratio: 5
exchange-correlation grid ratio: 1
k mesh: 1 x 1 x 1, shifted by 0.5 0.5 0 of a step
self-consistency stop: 1e-10 eV per atom in the density residual
occupations: fixed
spin: none
net charge: 0

Cell vectors (angstrom)
a  10.887  0  0
b  0  10.887  0
c  0  0  35.0019

Atoms: element, x, y, z (angstrom)
Si  -0.512  0.6095  0.0279
Si  2.1151  3.3213  -0.0614
Si  -0.1386  5.4655  0.3089
Si  2.7042  8.1327  0.0172
Si  5.481  0.0157  0.2171
Si  8.1897  2.828  0.3308
Si  5.9232  4.9993  -0.1001
Si  8.5922  7.747  -0.098
Si  1.2406  1.5489  1.3073
Si  4.0138  4.1951  1.1998
Si  1.3931  6.8171  1.4417
Si  3.9543  9.6001  1.3939
Si  6.8587  1.3304  1.5353
Si  9.433  4.1955  1.7233
Si  6.8758  6.7466  1.2468
Si  9.4445  9.6118  1.2309
Si  -0.0118  2.7777  2.867
Si  2.6062  0.124  2.6829
Si  -0.01  8.2907  2.6576
Si  2.8057  5.4991  2.7623
Si  5.3323  2.7567  2.657
Si  8.1689  -0.0708  2.8247
Si  5.4425  8.162  2.6034
Si  8.0552  5.5728  2.9034
Si  1.4134  4.136  4.1305
Si  4.0298  1.4014  4.0607
Si  1.3264  9.6049  4.0688
Si  4.1411  6.8569  4.0893
Si  6.6929  4.1046  4.0918
Si  9.523  1.3466  4.1473
Si  6.7553  9.4801  4.091
Si  9.5291  6.9274  4.098
Si  -0.0029  0.016  5.4994
Si  2.7305  2.7423  5.4846
Si  0.0085  5.5155  5.4309
Si  2.7325  8.2232  5.3906
Si  5.3974  0.0081  5.4032
Si  8.1096  2.7444  5.4224
Si  5.4254  5.4626  5.4898
Si  8.158  8.2043  5.4871
Si  1.3684  1.3722  6.832
Si  4.0935  4.0886  6.8385
Si  1.3934  6.8546  6.7778
Si  4.0618  9.5506  6.7976
Si  6.7779  1.3547  6.7733
Si  9.5161  4.1094  6.7644
Si  6.8353  6.7933  6.8163
Si  9.5265  9.5462  6.8424
Si  -0.0139  2.7408  8.1392
Si  2.6948  -0.0147  8.1949
Si  0.0397  8.1884  8.1669
Si  2.7258  5.459  8.1406
Si  5.4428  2.6902  8.1732
Si  8.167  0.0362  8.1498
Si  5.4584  8.1728  8.1138
Si  8.202  5.4569  8.1845
Si  1.3698  4.0857  9.4804
Si  4.0579  1.329  9.5338
Si  1.3317  9.5377  9.605
Si  4.1052  6.8158  9.4688
Si  6.8466  4.0413  9.4961
Si  9.5507  1.359  9.523
Si  6.8406  9.5118  9.4608
Si  9.6252  6.8057  9.5303
Si  -0.0506  0.0183  11.0047
Si  2.6383  2.6748  10.8637
Si  0.1035  5.4368  10.9061
Si  2.7466  8.1286  10.8667
Si  5.4561  -0.0703  10.8092
Si  8.2512  2.7346  10.8804
Si  5.4479  5.4078  10.7821
Si  8.276  8.2264  10.8198
Si  1.3085  1.3862  12.3829
Si  4.0156  4.062  12.1127
Si  1.4801  6.7562  12.3096
Si  4.1472  9.4272  12.1908
Si  6.8288  1.3184  12.0808
Si  9.6992  4.0375  12.2644
Si  6.9862  6.7155  11.9814
Si  9.4671  9.5488  12.4196
Si  -0.0429  2.7596  13.9248
Si  2.823  -0.0183  13.5536
Si  0.1181  8.1171  13.6508
Si  2.7773  5.3053  13.7059
Si  5.4613  2.7029  13.3066
Si  7.9255  0.0988  13.7336
Si  5.6199  7.9076  13.3424
Si  8.3075  5.4428  13.435
Si  1.7313  3.8203  15.3337
Si  4.0075  1.6239  14.7555
Si  1.4116  9.607  14.9253
Si  4.6801  6.2125  14.6942
Si  6.8465  4.0553  14.5506
Si  8.9429  1.8465  15.1134
Si  6.2435  9.5876  14.8004
Si  9.4843  6.8411  14.9148
Si  -6.6215  20.613  18.8562
Si  -1.2256  2.5713  21.7208
Si  7.9453  14.8553  25.8871
Si  22.9263  17.9802  25.9824
Si  -3.212  0.3319  22.646
Si  25.7617  1.4545  17.6387
Si  -12.916  15.9078  20.3452
Si  11.7744  9.7126  24.6633
Si  -0.0682  -3.6904  20.3589
Si  16.6082  20.5384  26.6697
Si  1.4904  22.8172  26.3777
Si  9.2435  6.555  17.9167
Si  14.7811  30.3555  16.225
Si  -15.7599  -1.5883  21.3478
Si  18.9754  8.732  16.6975
Si  9.5455  8.6345  22.7739
Si  12.211  3.862  22.699
Si  1.3966  23.7181  20.7447
Si  1.7923  21.7725  18.7287
Si  2.9423  16.2998  24.6332
Si  10.6148  12.4313  28.6492
Si  6.7261  9.061  32.9719
Si  13.3696  25.6379  18.4498
Si  -6.2674  6.7943  32.8972
Si  -7.1395  -9.2801  30.2491
Si  7.377  6.8124  22.2616
Si  -12.7188  24.9322  30.8042
Si  12.0857  7.8677  28.8827
Si  2.6304  5.9911  20.636
Si  10.2832  21.7575  16.9706
Si  5.0722  10.3619  23.8177
Si  -3.1691  15.8984  28.6756
Si  -2.8531  21.635  28.0004
Si  -13.8272  7.8111  27.3618
Si  3.2686  10.2451  28.338
Si  3.6791  34.1092  33.2144
Si  2.4529  22.8981  23.5531
Si  -8.233  -5.2678  30.614
Si  -0.0045  9.9897  30.3728
Si  -4.1275  12.1334  25.4631
Si  1.3904  21.0276  33.0832
Si  11.9258  13.904  30.9044
Si  15.4339  18.1449  22.7267
Si  15.593  25.779  28.7728
Si  20.1545  6.455  24.7888
Si  26.7918  14.548  25.8584
Si  7.9791  11.0785  30.8862
Si  21.375  -7.7954  33.3687
O  6.1391  -6.1688  28.7971
N  -1.393  2.0376  34.3907
O  7.0694  -0.6047  31.9713
O  -2.5565  15.2681  30.0407
O  5.5369  5.5486  33.4026
O  -7.9377  13.7172  33.6136
O  -10.8997  17.3921  25.0215
O  6.4596  -13.5527  26.8537
O  12.0126  20.7803  31.5288
O  18.8105  6.6222  28.4917
O  9.4475  10.3971  30.9758
O  10.9323  10.7754  33.6836
N  -2.1788  18.0832  23.3144
O  8.6165  9.2115  27.8913
N  6.8973  10.9535  26.732
O  15.63  12.2348  16.2164
O  4.6138  8.7871  17.6321
O  -8.5849  19.8784  28.5707
O  -0.299  3.5809  22.6366
O  2.3072  8.873  16.0985
O  -0.3276  8.9539  23.978
O  1.5472  3.0716  19.5621
O  -4.4753  4.4777  25.8398
O  5.0967  9.1461  20.0728
O  7.8222  3.0299  15.4385
O  8.5305  1.7006  22.496
O  11.2366  10.5786  15.7034
O  13.5295  9.5321  18.9325
O  10.2093  5.7707  20.8526
O  2.9071  16.1389  19.2093
O  1.6824  15.4415  24.0922
O  4.6899  0.4085  18.673
O  -24.2079  -2.811  15.259
O  -16.91  1.1824  34.2652
O  -1.0584  17.1001  16.4295
O  28.9409  8.1506  21.3414
O  -6.1175  24.2775  29.3862
O  25.6086  13.8594  18.1998
O  -14.1326  16.4929  21.2316
O  10.3552  7.3487  18.8139
O  12.9586  0.6152  20.2043
O  12.5259  -0.3042  23.5216
O  9.4761  23.1132  16.6001
O  10.26  19.2501  21.3436
O  4.8428  9.7845  25.3216
O  4.2217  3.8756  27.2458
O  17.5558  -0.1015  21.4242
O  5.7685  15.9851  15.2816
O  5.9725  6.5054  23.014
N  5.0084  8.9895  22.7383
O  9.2539  9.6762  17.2298
O  1.7246  25.904  17.003
O  2.457  0.8846  17.5346
O  8.7937  4.8886  24.8658
O  7.9616  2.3712  25.5141
O  -20.0608  -2.1109  33.891
O  -9.3545  18.0527  20.4567
O  19.3012  15.103  27.4316
O  -5.31  18.9219  32.4146
O  23.9032  1.7525  25.0543
O  25.7199  17.6009  21.2932
O  12.863  15.7719  21.6263
O  19.7787  3.4484  20.6202
O  0.6318  7.2474  27.508
O  -6.1889  20.5823  27.8928
O  0.6548  13.2292  32.3652
O  7.2883  21.7065  29.4511
O  19.6309  16.1471  18.7493
O  3.5722  32.7678  29.7365
O  -6.277  20.5318  15.2079
O  4.1408  17.9002  15.999
O  17.6703  9.5696  16.3635
N  -0.3782  13.621  29.9274
N  -10.264  4.1739  34.3465
O  0.2345  21.76  18.362
O  -1.7169  1.0314  28.0803
O  -5.5192  2.094  25.6634
O  12.5883  19.4047  25.4067
O  -1.1364  17.487  34.5892
N  2.0133  24.0718  22.351
O  8.7158  -11.7722  22.7179
O  0.6406  23.7853  27.3811
O  13.1553  24.0278  30.2281
O  25.8888  26.0896  24.7148
O  10.7025  23.3884  20.9519
O  11.3275  11.1092  29.2914
O  9.4762  14.6677  32.2808
O  2.821  24.4031  15.2373
O  13.2847  6.0546  26.0159
O  3.5567  17.1934  31.7873
O  4.3192  12.4688  31.7573
O  1.8526  17.6409  29.8307
O  -9.3491  15.4395  31.1528
O  7.0538  14.7075  34.6125
O  11.3641  21.6551  25.8404
O  25.4355  4.8743  29.6166
O  14.3548  17.5988  23.803
O  -8.1917  11.2783  27.2389
N  17.4895  22.1458  23.9784
O  3.8156  -3.6454  34.233
O  -2.1881  -3.6399  26.0738
O  2.6672  0.2023  33.3136
O  8.1442  34.4752  31.0765
O  -6.8942  33.2927  23.4286
O  18.8333  18.4104  17.756
O  10.8462  -2.3476  29.6774
O  18.927  8.2087  33.4236
O  -4.6696  20.6366  34.342

Results
free energy: -152234.993 eV
free energy less fixed offsets of N -386.36, O -570.45, Si -639.56 eV per atom: -2.473 eV

Forces (eV/angstrom), in the order of the atoms: element, x, y, z
Si  -0.0045  0.0063  0.1068
Si  -0.0064  0.0052  0.111
Si  -0.0138  0.0119  0.059
Si  -0.0039  0.0032  0.1196
Si  -0.0019  0.0034  0.111
Si  -0.0097  0.0145  0.0674
Si  0.0069  -0.0129  0.1129
Si  0.017  -0.0117  0.1108
Si  0.0006  0.0021  -0.0114
Si  -0.0002  0.0028  -0.0029
Si  0.0034  0  -0.0036
Si  -0.0057  0.0055  -0.0053
Si  0.0021  -0.0044  -0.0018
Si  0.0013  -0.0006  -0.004
Si  0.0005  0.0002  -0.0083
Si  -0.0015  0.0016  -0.0034
Si  -0.0035  0.0052  0.0006
Si  0.0025  -0.0029  0.0001
Si  0.0018  -0.0019  0
Si  -0.0004  0.0035  0.0014
Si  0.0044  0.0003  0.0019
Si  -0.0012  0.0024  -0.0004
Si  0.0023  -0.0001  0.0011
Si  0.0031  -0.0017  -0.0024
Si  0.0018  -0.0019  0.0004
Si  -0.0004  0.0019  0.0018
Si  -0.0018  0.0017  0.002
Si  0.0007  0.0005  0.0002
Si  -0.0012  0.0017  -0.0006
Si  0.0034  -0.0015  0.0015
Si  -0.0003  -0.0001  0
Si  -0.0011  0.0022  -0.0011
Si  0.0007  0.0003  -0.0021
Si  0.0012  0.0009  -0.0013
Si  0.0002  0.0013  -0.0015
Si  -0.0011  0.0008  -0.0005
Si  0  0.0024  -0.001
Si  0  0.0013  -0.0012
Si  0.0012  0.0005  -0.0014
Si  0.002  0.0009  -0.0013
Si  0.0003  0.0016  -0.0011
Si  0  0.0013  -0.0002
Si  -0.0004  0.0002  -0.0002
Si  -0.0002  0.0009  -0.0005
Si  0.0013  0.0011  -0.0002
Si  0.0014  -0.0002  -0.0012
Si  -0.0003  0.0019  -0.0013
Si  0.0008  0.0008  -0.0005
Si  -0.0002  0.0012  -0.0006
Si  -0.0004  0.0012  -0.0013
Si  -0.0004  0.001  -0.0003
Si  0.001  0.0012  -0.001
Si  0.0009  0.0008  -0.0004
Si  0.001  0.0007  -0.0003
Si  0.0013  0.0018  -0.001
Si  0.0005  0.0007  -0.0011
Si  0.0002  0.0009  0.0003
Si  0.0002  -0.0003  -0.0011
Si  -0.0002  0  -0.001
Si  -0.0009  0.0014  -0.0009
Si  -0.0003  0.0001  -0.0004
Si  0.001  0.0014  -0.002
Si  0.0004  0.0018  -0.0007
Si  0.0013  0.0021  -0.0011
Si  0.0019  0.0011  -0.0016
Si  0.0007  -0.0012  0.0004
Si  -0.0004  0.0023  -0.0015
Si  -0.0024  0.0021  -0.0002
Si  -0.0006  0.0023  -0.0025
Si  0.002  0.0025  -0.0007
Si  0.0026  -0.0008  0.0009
Si  0.0018  0.0013  -0.0001
Si  -0.0031  0.0021  0.0008
Si  -0.0004  0.0054  0.0042
Si  0.0013  0.0011  0.001
Si  -0.0011  -0.0002  0.0043
Si  -0.0006  -0.0013  0.0006
Si  0.0016  -0.0025  0.0008
Si  0.0021  -0.0002  0.0009
Si  0.0009  -0.0008  0.0032
Si  0.0043  0.0033  -0.0009
Si  0.0044  -0.0021  -0.001
Si  -0.0041  0.002  -0.0037
Si  -0.0035  -0.0045  -0.0049
Si  -0.0011  0.0001  -0.0049
Si  -0.0027  0.0034  -0.0046
Si  -0.0039  0.0087  -0.0008
Si  -0.0006  0.0054  -0.0083
Si  0.0217  -0.0088  0.1513
Si  0.0063  0.0012  0.114
Si  -0.0144  0.011  0.1025
Si  -0.0044  0.0144  0.0763
Si  0.0005  -0.0004  0.0497
Si  0.013  -0.0122  0.0965
Si  -0.0072  -0.0015  0.0981
Si  -0.015  0.013  0.1349
Si  0.0301  -0.0199  0.2744
Si  -0.0196  -0.0183  0.209
Si  -0.0105  0.003  0.2494
Si  -0.0277  0.0209  0.2726
Si  -0.0473  -0.0023  0.2178
Si  -0.0369  -0.0023  0.2208
Si  -0.0263  -0.0213  0.2621
Si  0.0131  0.012  0.2519
Si  0.009  0.03  0.269
Si  0.021  -0.0112  0.2564
Si  -0.0175  0.0111  0.3277
Si  0.0265  -0.0279  0.2843
Si  0.0116  0.0129  0.1983
Si  0.0538  0.0071  0.2652
Si  0.0526  -0.0293  0.1893
Si  0.0034  0.0099  0.2651
Si  0.0122  0.0022  0.2324
Si  -0.0359  0.0188  0.2897
Si  0.0256  0.0079  0.2332
Si  0.0389  -0.024  0.2393
Si  -0.0024  0.0202  0.2887
Si  0.0118  -0.065  0.2431
Si  -0.0026  0.0217  0.2997
Si  0.0604  -0.0008  0.2572
Si  -0.0205  0.0308  0.2922
Si  0.0129  0.0381  0.2195
Si  0.0361  -0.0128  0.2776
Si  0.0046  -0.0013  0.3056
Si  0.0131  0.0217  0.2649
Si  0.0299  -0.0421  0.2007
Si  0.0008  0.0345  0.2496
Si  -0.0046  -0.0415  0.2844
Si  0.0466  0.0404  0.2811
Si  -0.0058  0.0166  0.2552
Si  -0.0268  0.0123  0.2798
Si  -0.0224  0.0176  0.2509
Si  0.0073  -0.0552  0.2721
Si  0.0261  -0.002  0.2841
Si  0.0322  0.0156  0.2867
Si  0.0103  0.0108  0.2535
Si  0.0019  -0.0006  0.2649
Si  -0.0042  -0.0061  0.2627
Si  -0.0054  0.009  0.2266
Si  -0.0423  -0.0076  0.29
Si  0.0082  -0.0248  0.2905
Si  -0.0015  0.0018  0.2535
Si  -0.0185  -0.0182  0.2885
Si  0.0055  0.0016  0.2937
O  0.0221  0.0089  -0.0966
N  0.0226  0.0152  -0.1193
O  0.0491  0.0895  -0.1625
O  -0.0554  0.0725  -0.168
O  -0.0363  0.0439  -0.1323
O  0.037  -0.0497  -0.1281
O  -0.0352  -0.013  -0.1083
O  -0.0232  0.0112  -0.0859
O  -0.0605  -0.013  -0.2077
O  0.0071  0.0531  -0.1169
O  0.0143  -0.0019  -0.1014
O  0.0503  -0.0338  -0.1366
N  -0.0368  0.0276  -0.1694
O  -0.0194  -0.0451  -0.098
N  -0.0477  0.0263  -0.1768
O  0.0157  0.0043  -0.1572
O  -0.0094  -0.0374  -0.1679
O  0.0261  0.0184  -0.1031
O  -0.0254  -0.0197  -0.0919
O  -0.0294  0.0151  -0.088
O  -0.0673  -0.0195  -0.1404
O  0.038  0.0485  -0.1678
O  0.0023  -0.0029  -0.0856
O  -0.0925  0.0256  -0.2133
O  -0.0094  0.0099  -0.0483
O  0.0522  0.0413  -0.0902
O  0.0308  -0.0193  -0.0894
O  -0.0007  0.0058  -0.0856
O  -0.0056  0.0038  -0.099
O  -0.002  -0.07  -0.1631
O  -0.0501  -0.0498  -0.143
O  -0.01  0.0394  -0.1002
O  0.0111  -0.0231  -0.0743
O  -0.0438  0.0239  -0.1155
O  0.0117  0.0075  -0.1886
O  -0.0132  0.0179  -0.0983
O  0.035  0.0511  -0.1265
O  0.0226  -0.0301  -0.0862
O  0.0383  -0.054  -0.1332
O  -0.0583  -0.005  -0.1775
O  0.0093  -0.0553  -0.1564
O  0.0226  0.0349  -0.1163
O  -0.0277  0.0296  -0.107
O  0.0537  -0.0501  -0.169
O  -0.032  0.0186  -0.2074
O  0.015  -0.011  -0.2127
O  -0.0272  -0.034  -0.1215
O  0.0079  -0.0084  -0.0401
O  0.0144  0.0053  -0.0809
N  0.0124  -0.0353  -0.146
O  -0.0232  0.0026  -0.0964
O  -0.0405  0.0045  -0.2129
O  0.0186  0.0176  -0.1002
O  0.0288  0.045  -0.116
O  -0.0062  -0.0186  -0.0862
O  -0.0302  0.0485  -0.1166
O  -0.0085  0.0009  -0.0818
O  0.0037  -0.0283  -0.1956
O  -0.0091  0.0081  -0.0841
O  0.032  0.0132  -0.2087
O  -0.0568  -0.0397  -0.1437
O  0.0301  0.0554  -0.1428
O  -0.0114  0.0411  -0.1026
O  -0.0048  -0.0351  -0.2171
O  0.0688  -0.0121  -0.131
O  0.0342  0.0082  -0.1942
O  -0.0054  -0.0172  -0.2223
O  0.0048  0.0496  -0.1727
O  -0.0122  -0.07  -0.1604
O  0.0319  0.0191  -0.088
O  0.0166  -0.0357  -0.0882
O  -0.0155  0.0156  -0.0968
N  -0.014  -0.0467  -0.1738
N  -0.0125  -0.0264  -0.1193
O  -0.0616  -0.0041  -0.1336
O  -0.0434  -0.0287  -0.114
O  0.0146  -0.0284  -0.089
O  -0.0065  0.0352  -0.1086
O  -0.0058  0.0106  -0.049
N  -0.0238  0.0272  -0.1778
O  0.0006  0.001  -0.0765
O  0.0654  -0.0201  -0.1799
O  0.031  -0.0188  -0.1032
O  -0.0619  0.0477  -0.1153
O  0.0398  -0.02  -0.0997
O  0.0038  0.0411  -0.1366
O  -0.0494  -0.008  -0.2065
O  -0.0034  0.0069  -0.0719
O  0.0294  -0.03  -0.12
O  -0.0964  -0.0538  -0.1817
O  0.0033  0.0011  -0.2071
O  -0.0482  0.0712  -0.1446
O  0.0209  0.0235  -0.0943
O  -0.0075  0.0044  -0.0512
O  0.0001  -0.0582  -0.1432
O  0.0691  -0.0484  -0.1396
O  0.0451  0.0514  -0.1344
O  -0.0419  0.0404  -0.1574
N  0.0186  -0.0367  -0.1932
O  0.04  -0.0311  -0.1217
O  0.0512  -0.0522  -0.1978
O  -0.0028  0.0029  -0.0888
O  -0.0012  -0.0074  -0.0947
O  -0.0128  0.0055  -0.0855
O  -0.0155  0.0594  -0.1189
O  0.0276  -0.0526  -0.1275
O  -0.0454  0.0402  -0.1287
O  0.0306  -0.0374  -0.1227

The program warned: the cutoff lies below the one the program advises for these potential files; the forces do not sum to zero within the program's tolerance; empty levels may hold ghost states of the PAW files; the exchange-correlation potential is rough where the density is thin.
